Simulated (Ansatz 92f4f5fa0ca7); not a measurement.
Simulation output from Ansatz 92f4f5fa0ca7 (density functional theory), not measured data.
Periodic cell of 288 atoms, Si144O112H32, with a vacuum gap, from a study of silicon, its oxide and their interface. The atomic structure is a simulated model.

Settings
functional: r2SCAN
potential files: Ansatz PAW
basis: plane waves
wave-function cutoff: 800 eV
density cutoff ratio: 5
exchange-correlation grid ratio: 1
k mesh: 1 x 1 x 1, shifted by 0.5 0.5 0 of a step
self-consistency stop: 1e-11 eV per atom in the density residual
occupations: fixed
spin: none
net charge: 0
applied field: sawtooth along c, amplitude +0.015 V/angstrom in the program's sign convention, ramp centred at 0.9899 of c and 0.0202 of c wide, no dipole correction

Cell vectors (angstrom)
a, 10.887, 0, 0
b, 0, 10.887, 0
c, 0, 0, 49.479

Atoms: element, x, y, z (angstrom)
Si, -0.0366, -0.1855, 35.585
Si, 2.8567, 2.781, 35.8968
Si, -0.5024, 5.9435, 35.7364
Si, 3.2705, 7.6449, 35.6569
Si, 6.0384, -0.5843, 35.8262
Si, 7.6096, 3.2213, 35.7213
Si, 5.421, 5.4173, 36.1494
Si, 8.2193, 8.1222, 36.1934
Si, 1.3626, 1.2719, 36.9159
Si, 4.0667, 4.0372, 37.4075
Si, 1.3978, 6.7928, 36.9454
Si, 4.2487, 9.3307, 37.044
Si, 6.8394, 1.3404, 37.0183
Si, 9.386, 4.1864, 37.0079
Si, 6.8119, 6.7636, 37.4235
Si, 9.6721, 9.5388, 37.2671
Si, -0.037, 2.7191, 38.2858
Si, 2.7816, -0.0903, 38.3029
Si, 0.1634, 8.1311, 38.4886
Si, 2.6199, 5.4631, 38.5243
Si, 5.4857, 2.5852, 38.5421
Si, 8.2416, 0.0872, 38.4798
Si, 5.4397, 8.1497, 38.6586
Si, 8.2013, 5.3797, 38.6315
Si, 1.2806, 4.0443, 39.7904
Si, 4.0621, 1.2576, 39.8
Si, 1.4656, 9.5188, 39.8115
Si, 4.0248, 6.7834, 39.9113
Si, 6.8187, 3.9929, 39.8999
Si, 9.575, 1.423, 39.8247
Si, 6.8499, 9.5837, 39.8531
Si, 9.6098, 6.7991, 39.8407
Si, 0.0527, -0.0012, 41.1276
Si, 2.7004, 2.6792, 41.1145
Si, -0.0073, 5.4195, 41.2229
Si, 2.7286, 8.1772, 41.2633
Si, 5.4412, -0.0094, 41.2232
Si, 8.1962, 2.702, 41.2594
Si, 5.4299, 5.3944, 41.1911
Si, 8.2155, 8.173, 41.1561
Si, 1.3723, 1.3459, 42.5171
Si, 4.0587, 4.0353, 42.5153
Si, 1.3395, 6.8051, 42.5735
Si, 4.0956, 9.5285, 42.5997
Si, 6.7904, 1.3582, 42.5854
Si, 9.5144, 4.1011, 42.6007
Si, 6.8245, 6.7964, 42.4933
Si, 9.5562, 9.5382, 42.5072
Si, 0.0078, 2.6975, 6.8997
Si, 2.7204, 0.0288, 6.9593
Si, -0.0238, 8.1874, 6.952
Si, 2.7088, 5.4091, 6.8922
Si, 5.4208, 2.7333, 6.9661
Si, 8.1766, -0.0231, 6.908
Si, 5.4809, 8.1424, 6.8999
Si, 8.1305, 5.4654, 6.9628
Si, 1.3701, 4.034, 8.2524
Si, 4.065, 1.3878, 8.3481
Si, 1.3171, 9.5858, 8.3056
Si, 4.0911, 6.7771, 8.1977
Si, 6.7633, 4.1133, 8.3415
Si, 9.4981, 1.3802, 8.247
Si, 6.8138, 9.5131, 8.265
Si, 9.4932, 6.828, 8.3161
Si, -0.0528, 0.1074, 9.6738
Si, 2.6956, 2.7549, 9.7283
Si, -0.0207, 5.366, 9.5594
Si, 2.7507, 8.1666, 9.5002
Si, 5.4789, 0.008, 9.6258
Si, 8.1549, 2.7082, 9.6443
Si, 5.3504, 5.4692, 9.6774
Si, 8.1221, 8.1908, 9.6863
Si, 1.2786, 1.4669, 11.108
Si, 4.0339, 4.122, 11.1243
Si, 1.4261, 6.7252, 10.7538
Si, 4.0772, 9.5149, 10.8841
Si, 6.8005, 1.3739, 11.0403
Si, 9.539, 4.0382, 11.0006
Si, 6.6968, 6.8343, 11.0109
Si, 9.4504, 9.6416, 10.9915
Si, -0.015, 2.8412, 12.6271
Si, 2.6925, -0.0236, 12.2094
Si, 0.0417, 8.1214, 11.9163
Si, 2.6346, 5.5429, 12.4179
Si, 5.4187, 2.7195, 12.4361
Si, 8.137, 0.0681, 12.5196
Si, 5.3709, 8.2359, 12.3826
Si, 8.0335, 5.3534, 12.2205
Si, 0.9087, 4.7518, 13.8492
Si, 4.1266, 1.143, 13.6165
Si, 1.5198, 9.2005, 13.3235
Si, 3.791, 7.1215, 13.7195
Si, 7.0398, 3.8392, 13.7614
Si, 9.3022, 1.6314, 13.9253
Si, 6.3832, 9.881, 13.7259
Si, 9.5396, 6.7883, 13.1607
Si, 20.2289, -13.2546, 29.1124
Si, 1.6204, 8.7276, 17.3727
Si, 27.6052, -1.0585, 27.0901
Si, -11.3324, 1.8924, 22.8111
Si, 21.4631, 10.3439, 15.6579
Si, 20.9759, -2.4509, 24.6608
Si, 24.1699, -10.1046, 23.0561
Si, 35.3021, -1.1972, 30.5356
Si, 20.4391, -15.1312, 26.9518
Si, 24.8155, -15.4781, 21.7465
Si, 26.0708, 11.7661, 33.91
Si, 36.0339, 2.5577, 16.2446
Si, 2.0823, -1.3295, 33.5459
Si, 39.3855, -1.1088, 29.9195
Si, 31.6588, -10.4988, 28.2386
Si, 23.6115, -10.3701, 28.1194
Si, 16.3735, 1.9489, 18.3192
Si, 43.112, -4.9141, 29.5235
Si, 15.9775, -5.6921, 15.8593
Si, 20.3375, -19.9132, 33.813
Si, 25.0131, -8.9583, 20.2397
Si, 6.0906, -4.9134, 21.1452
Si, 22.9648, -7.0344, 30.8953
Si, 19.7192, -4.4238, 17.6176
Si, 36.3033, -19.0614, 29.2417
Si, 8.3143, -11.0913, 25.7534
Si, 12.3506, -18.3186, 18.3784
Si, 18.4719, -6.44, 26.5981
Si, 38.0271, -5.8467, 28.4513
Si, 5.033, -10.0334, 31.1129
Si, -4.4762, 10.6407, 19.7078
Si, 11.7352, 4.0497, 33.9114
Si, 39.223, -6.1602, 18.3727
Si, 13.075, -13.0007, 23.5569
Si, 51.5819, -19.3615, 24.2486
Si, 31.2135, -19.7579, 30.8129
Si, 14.2325, -11.7667, 19.3514
Si, 33.6199, -15.895, 16.6998
Si, 14.2145, -0.342, 25.6049
Si, 26.3774, -13.8189, 29.053
Si, 40.622, 4.1849, 29.5143
Si, 21.0592, -7.5166, 20.2583
Si, -13.9207, 8.0289, 20.0392
Si, -2.6845, 19.3298, 15.5129
Si, 19.4999, 6.841, 22.609
Si, 0.2345, -5.0677, 21.5623
Si, 34.2574, -3.0301, 20.0633
Si, 29.7833, -20.039, 21.495
O, -6.5035, 6.448, 35.3311
O, 10.0005, 0.9492, 15.2839
O, 0.7275, 9.8115, 34.4196
O, 35.4377, -4.1566, 20.1904
O, 21.761, -18.8428, 18.8554
O, 14.0691, -2.4838, 29.701
O, 0.0133, 5.383, 34.2803
O, 6.4484, 4.3554, 35.3653
O, 3.0556, -1.7848, 24.8946
O, 12.7614, -1.5625, 31.9358
O, 7.5322, 9.5131, 19.5445
O, -0.535, 7.548, 29.9341
O, -8.8453, -7.0276, 34.9744
O, 19.0511, 2.9701, 30.5458
O, 26.574, 1.5572, 32.5409
O, 31.084, -12.3229, 16.1052
O, 0.4207, 9.8479, 14.3235
O, 3.9764, 4.0245, 15.9401
O, 4.9667, -2.3492, 27.5687
O, 3.2126, 12.6509, 14.8419
O, 18.343, 3.4494, 25.3393
O, 28.0307, -16.9141, 19.9679
O, 11.4874, 8.52, 23.8444
O, 8.7679, -3.0745, 14.1512
O, 32.2303, -5.9123, 20.3302
O, 6.8507, -1.6503, 15.1572
O, 28.1944, 3.1856, 17.9695
O, 13.6464, 11.5161, 19.3973
O, 8.6466, -2.9304, 21.4357
O, 3.1826, 0.8418, 24.4822
O, 33.5088, -2.7627, 18.6711
O, 17.2816, -0.4136, 28.4765
O, 3.0706, 9.3084, 17.8872
O, 13.5326, -2.6261, 14.0861
O, 2.3244, -0.7734, 22.6628
O, 13.31, 14.0992, 19.6757
O, 0.4595, 7.3674, 21.0923
O, 5.5553, 5.5596, 17.382
O, 10.5335, 5.7782, 13.9518
O, 31.1436, -20.8806, 29.6733
O, -3.6533, 5.9692, 22.3454
O, 11.7628, -20.5529, 23.384
O, 21.0557, -1.2012, 28.3719
O, 13.7713, -14.2468, 22.8003
O, 6.9069, 11.5972, 20.9317
O, 13.8251, 1.6744, 28.2457
O, 26.6742, -0.8607, 19.8508
O, 21.8231, 2.8601, 21.6057
O, 12.2015, -6.0014, 15.4448
O, 27.5254, -13.2867, 30.0705
O, 17.3437, -27.9085, 29.6217
O, 45.9563, -12.5701, 20.3815
O, 24.7167, 10.9145, 33.717
O, 6.1465, -5.8068, 27.0233
O, 7.7229, -31.7589, 24.7439
O, 40.8822, -12.5779, 30.0482
O, 6.3897, -3.5426, 20.3084
O, 9.6413, 0.6075, 34.8106
O, 30.6115, -14.4257, 18.9634
O, 10.262, 6.1565, 16.947
O, 12.6171, -16.4494, 22.0678
O, 9.9191, 5.855, 22.649
O, 31.421, -8.2642, 24.0351
O, 26.3716, -15.9708, 21.799
O, 30.5819, -10.2722, 27.0657
O, 39.0757, -21.1374, 18.3636
O, 34.3359, 29.1218, 16.4792
O, 23.7541, 2.6326, 17.0744
O, 17.2624, 15.5294, 15.024
O, 37.4653, -11.0397, 26.2381
O, 20.1997, -9.9559, 22.1016
O, 8.1452, 2.7016, 34.2581
O, 22.5919, -0.8635, 16.7953
O, 19.9345, -5.5928, 29.9575
O, 5.2496, -10.7979, 14.186
O, 13.9429, -20.1145, 21.8415
O, 48.4287, -8.8893, 29.9952
O, 30.4162, -8.0985, 20.3826
O, 34.135, 4.1595, 32.4459
O, 16.3733, -21.8718, 34.3739
O, 31.0837, -20.4024, 32.2846
O, 17.3321, 0.0546, 31.0131
O, 23.2601, -5.8504, 17.9923
O, 18.7925, -3.6234, 16.5565
O, 4.4389, -4.416, 15.0907
O, 22.1461, -9.7429, 27.8713
O, 14.7831, -0.2696, 30.9175
O, 8.1559, -8.127, 14.3476
O, 22.6008, -5.6272, 30.1967
O, 15.6707, 13.059, 19.784
O, 12.6225, -11.2341, 29.497
O, 7.186, -1.7103, 35.4232
O, 46.0909, -7.6484, 30.2949
O, 41.4642, -3.158, 23.9439
O, 19.4697, -5.248, 26.154
O, 37.0674, 1.7232, 17.156
O, 21.6661, 13.6449, 33.979
O, 24.0183, -11.2063, 26.8068
O, 28.9152, -23.0384, 26.1499
O, 32.617, -29.8383, 30.7088
O, 52.205, -25.0659, 27.9467
O, 7.3713, 2.5614, 22.7589
O, 32.1971, -25.1243, 25.9547
O, 51.6404, -5.7973, 18.0149
O, -1.644, -3.7957, 35.3668
O, 31.3487, -0.9762, 25.0934
O, -6.8869, 2.0256, 34.9966
O, 10.5886, 27.6191, 27.9105
O, 26.3571, -15.4019, 28.8662
O, 2.8335, 8.2712, 34.1956
O, 36.9083, -6.9919, 28.3558
O, 29.9566, -18.0348, 27.9505
H, 0.5466, 2.1638, 43.4496
H, 2.2036, 0.5337, 43.4496
H, 4.8988, 3.2323, 43.4478
H, 3.2441, 4.8643, 43.4478
H, 0.5234, 7.6326, 43.5059
H, 2.1533, 5.9754, 43.5059
H, 3.2774, 10.3539, 43.5322
H, 4.9172, 8.7065, 43.5322
H, 5.9702, 2.1817, 43.5179
H, 7.6136, 0.5379, 43.5179
H, 10.3293, 3.2725, 43.5331
H, 8.6867, 4.9171, 43.5331
H, 7.6385, 5.9668, 43.4258
H, 6.0035, 7.6189, 43.4258
H, 10.3643, 8.703, 43.4396
H, 8.7182, 10.3435, 43.4396
H, 0.8335, 1.8796, 5.9673
H, -0.8071, 3.5262, 5.9673
H, 1.8891, 0.841, 6.0268
H, 3.5386, -0.7966, 6.0268
H, 0.7923, 7.3599, 6.0195
H, -0.832, 9.0226, 6.0195
H, 3.5233, 4.5801, 5.9597
H, 1.895, 6.2388, 5.9597
H, 4.5806, 3.5364, 6.0336
H, 6.2409, 1.9099, 6.0336
H, 7.3533, 0.7973, 5.9756
H, 9.0146, -0.8284, 5.9756
H, 4.6594, 8.9644, 5.9674
H, 6.302, 7.3198, 5.9674
H, 7.3165, 6.295, 6.0304
H, 8.9581, 4.6495, 6.0304

Results
free energy: -156488.840 eV
free energy less fixed offsets of H -15.71, O -570.45, Si -639.56 eV per atom: 0.920 eV

Forces (eV/angstrom), in the order of the atoms: element, x, y, z
Si, 0.0007, 0.0009, 0.0427
Si, 0.0038, -0.0022, 0.0335
Si, -0.0064, 0.0001, 0.0358
Si, 0.0019, 0.0019, 0.0414
Si, -0.0034, 0.0051, 0.0352
Si, -0.0019, 0.0036, 0.04
Si, 0.0015, -0.0076, 0.0189
Si, 0, -0.0041, 0.0128
Si, -0.0023, 0.0058, -0.0139
Si, -0.0055, 0.0008, -0.0168
Si, 0.0005, -0.0083, -0.0123
Si, 0.0071, -0.0026, -0.0173
Si, 0.0012, -0.0054, -0.0144
Si, 0.0027, -0.0001, -0.0194
Si, -0.0014, 0.0061, -0.0126
Si, -0.0071, 0.0007, -0.0124
Si, -0.0099, 0.0016, 0.003
Si, 0.0029, -0.0112, 0.0075
Si, 0.0018, -0.0056, 0.0148
Si, 0.0091, 0.0079, 0.0097
Si, 0.0163, 0.001, 0.007
Si, -0.0099, 0.0084, 0.008
Si, -0.0062, -0.0064, 0.0108
Si, -0.0028, -0.0083, 0.0121
Si, -0.0072, 0.0004, 0.014
Si, 0.0103, 0.0132, 0.0223
Si, 0.0113, 0.0045, 0.0259
Si, 0.001, -0.0031, 0.0013
Si, -0.0131, -0.0048, 0.009
Si, -0.0062, 0.0035, 0.0107
Si, 0.003, 0.0051, 0.0127
Si, -0.0195, -0.0013, 0.0262
Si, -0.0593, 0.0273, 0.1631
Si, -0.0105, 0.0302, 0.1701
Si, 0.0767, -0.0491, 0.2126
Si, 0.0188, -0.0379, 0.199
Si, 0.0343, -0.0327, 0.2037
Si, 0.0235, -0.039, 0.1887
Si, -0.0018, 0.0217, 0.1528
Si, -0.0362, 0.0177, 0.1654
Si, -0.006, 0.0179, 0.2811
Si, -0.0026, 0.0448, 0.2269
Si, 0.122, -0.0944, 0.3511
Si, 0.1244, -0.1313, 0.4318
Si, 0.1336, -0.0586, 0.3269
Si, 0.0286, -0.1288, 0.4308
Si, -0.0633, -0.0146, 0.1939
Si, 0.0362, -0.0001, 0.2127
Si, -0.0724, 0.0193, -0.4455
Si, -0.0901, 0.0149, -0.1924
Si, -0.0237, 0.0849, -0.1787
Si, -0.0299, 0.056, -0.4386
Si, -0.0068, 0.0503, -0.1293
Si, -0.0328, 0.0902, -0.3568
Si, -0.119, 0.0549, -0.4581
Si, -0.0021, -0.0122, -0.1804
Si, -0.0208, 0.0222, -0.2057
Si, 0.0154, -0.0145, -0.1755
Si, 0.0006, -0.0025, -0.1593
Si, -0.0508, 0.0575, -0.1995
Si, 0.0586, -0.0526, -0.162
Si, -0.0227, 0.0191, -0.1907
Si, -0.0656, 0.0631, -0.2
Si, 0.0408, -0.0483, -0.1679
Si, 0.0141, -0.006, -0.0216
Si, -0.0121, -0.0174, -0.0355
Si, -0.0017, 0.0111, -0.0056
Si, -0.0045, -0.0081, 0.0019
Si, 0.0008, -0.0071, -0.0074
Si, -0.0021, 0.0072, -0.0079
Si, 0.0026, -0.0011, -0.0299
Si, 0.0142, -0.0036, -0.0253
Si, -0.0143, -0.0018, -0.0112
Si, -0.0053, 0.0138, -0.0105
Si, 0.0026, 0.0062, -0.0019
Si, -0.0066, -0.0062, -0.0066
Si, 0.0107, -0.0077, -0.0016
Si, 0.0084, -0.0105, -0.0078
Si, -0.0059, 0.0073, -0.0161
Si, -0.0023, 0.0081, -0.015
Si, -0.0069, 0.0094, 0.0135
Si, 0.0077, -0.0108, 0.0145
Si, 0.0029, -0.0134, 0.0122
Si, -0.009, 0.0089, 0.0134
Si, 0.0081, -0.0122, 0.0073
Si, -0.011, 0.0025, 0.0144
Si, -0.0054, 0.0104, 0.0102
Si, 0.0123, -0.0048, 0.0086
Si, 0.0027, 0.0012, 0.0334
Si, -0.0146, 0.0032, 0.0279
Si, -0.0132, 0.0111, 0.021
Si, 0.0033, -0.0088, 0.024
Si, -0.0096, 0.0084, 0.0281
Si, 0.0111, -0.0091, 0.0196
Si, 0.0104, -0.0057, 0.0214
Si, 0.0004, 0.0106, 0.031
Si, 0.0005, 0.0054, 0.0478
Si, 0.0117, -0.0072, 0.0673
Si, -0.0013, -0.0071, 0.0632
Si, -0.0052, -0.0058, 0.0633
Si, 0.01, -0.0166, 0.0574
Si, 0.0009, 0.0076, 0.0716
Si, 0.001, -0.0153, 0.0699
Si, -0.0019, -0.0006, 0.0738
Si, -0.0017, -0.0058, 0.0685
Si, -0.0018, 0.0099, 0.0545
Si, 0.0013, -0.0053, 0.0704
Si, -0.0009, -0.0037, 0.0765
Si, 0.0014, -0.0027, 0.0781
Si, -0.0052, 0.0093, 0.0528
Si, 0.008, 0.0077, 0.064
Si, 0.0008, 0.009, 0.0664
Si, 0.0054, -0.0082, 0.0569
Si, 0.0108, -0.008, 0.0463
Si, -0.004, -0.0079, 0.0769
Si, -0.0057, 0.0057, 0.0715
Si, -0.0085, -0.0102, 0.0706
Si, -0.0051, 0.0077, 0.0568
Si, -0.001, -0.0009, 0.0689
Si, 0, -0.004, 0.0739
Si, -0.0007, 0.0009, 0.0527
Si, -0.0057, -0.0027, 0.0651
Si, -0.0118, -0.0087, 0.0722
Si, -0.0051, 0.0137, 0.0719
Si, -0.0106, -0.0027, 0.0448
Si, -0.009, 0.0091, 0.0676
Si, 0.0089, 0.0035, 0.0515
Si, -0.0037, 0.0059, 0.0687
Si, 0.0082, -0.0071, 0.0753
Si, -0.0045, 0.0147, 0.0665
Si, -0.0131, -0.0005, 0.0788
Si, 0.0071, -0.0006, 0.0714
Si, 0.0013, 0.0048, 0.058
Si, -0.0055, 0.0103, 0.0703
Si, 0.0069, 0.0025, 0.0819
Si, -0.0106, -0.0018, 0.0497
Si, 0.0048, -0.0065, 0.0561
Si, -0.0065, -0.0025, 0.0607
Si, -0.0058, 0.0021, 0.064
Si, 0.0056, -0.0131, 0.0586
Si, 0.0096, 0.0067, 0.0727
Si, -0.0085, -0.0002, 0.0574
Si, 0.0054, -0.0129, 0.0609
Si, 0.0084, 0.0072, 0.0652
O, -0.0049, 0.0051, -0.0063
O, -0.0146, 0.0156, -0.0286
O, 0.0112, -0.0078, -0.0272
O, -0.0031, 0.0073, -0.0391
O, 0.0174, 0.0012, -0.0388
O, 0.0116, -0.0088, -0.0269
O, 0.009, -0.0106, -0.0272
O, 0.0018, -0.0017, -0.0109
O, -0.0126, -0.0132, -0.0359
O, 0.0053, 0.0008, -0.0541
O, -0.0005, 0.0019, -0.0197
O, -0.0058, 0.0038, -0.0205
O, -0.0142, 0.0059, -0.0265
O, -0.0078, 0.0136, -0.0282
O, 0.0085, -0.0009, -0.0514
O, -0.0037, 0.0046, -0.0282
O, 0.0124, -0.0063, -0.04
O, 0.0046, 0.0089, -0.0243
O, 0.0057, 0.01, -0.0307
O, 0.0105, -0.0159, -0.048
O, 0.0081, -0.0192, -0.0469
O, 0.0014, -0.0071, -0.0459
O, 0.0162, -0.0012, -0.0272
O, 0.0067, -0.0117, -0.0354
O, -0.0013, -0.0074, -0.02
O, -0.0146, 0.0099, -0.0322
O, -0.0009, 0.0025, -0.0298
O, 0.0008, -0.0028, -0.0172
O, -0.0077, 0.0071, -0.0375
O, -0.011, 0.0089, -0.0495
O, 0.0002, 0.0063, -0.0501
O, -0.0052, 0.0007, -0.0423
O, -0.0121, -0.0073, -0.0396
O, -0.0001, -0.003, -0.0167
O, 0.0011, 0.0058, -0.0184
O, -0.007, 0.0103, -0.0335
O, 0.0064, 0.0092, -0.0351
O, -0.0144, 0.006, -0.0447
O, -0.0023, -0.0005, -0.0295
O, 0.0017, -0.0164, -0.0449
O, -0.0168, -0.0026, -0.0348
O, 0.0004, 0.0032, -0.0207
O, -0.0011, 0.0055, -0.0198
O, 0.006, -0.0227, -0.0405
O, -0.0138, -0.0142, -0.0325
O, -0.0061, -0.0102, -0.0223
O, -0.004, 0.0017, -0.022
O, 0.0003, 0.0156, -0.0361
O, 0.0013, -0.0146, -0.0527
O, -0.0012, -0.0006, -0.0217
O, -0.0034, 0.0047, -0.0233
O, 0.0047, 0.0054, -0.0191
O, -0.0017, -0.0033, -0.0239
O, 0.0133, -0.0025, -0.0345
O, 0.0009, 0.0189, -0.04
O, 0.0067, -0.0024, -0.0218
O, 0.0034, 0.0052, -0.0187
O, -0.004, 0.011, -0.0266
O, 0.0099, -0.0143, -0.056
O, 0.0097, -0.001, -0.0304
O, -0.0023, 0.0032, -0.0184
O, 0.0088, -0.0046, -0.0315
O, 0.0142, -0.0028, -0.0346
O, 0.0105, -0.0009, -0.026
O, -0.0132, -0.0018, -0.0461
O, -0.004, 0.0112, -0.0318
O, -0.0007, -0.0098, -0.0151
O, 0.0122, -0.0039, -0.0361
O, 0.0205, -0.0153, -0.0527
O, -0.0129, 0.0045, -0.0293
O, -0.0083, 0.0007, -0.025
O, 0.0126, -0.0102, -0.033
O, -0.0188, 0.0148, -0.0276
O, -0.0023, 0.0042, -0.023
O, 0.0004, 0.0019, -0.0149
O, 0.0117, 0.0146, -0.0519
O, -0.0063, 0.0108, -0.0257
O, 0.0045, 0.0105, -0.0339
O, 0.0028, -0.0018, -0.0531
O, -0.0096, 0.0091, -0.0315
O, -0.0022, 0.0033, -0.0549
O, 0.0082, -0.0113, -0.0278
O, -0.0017, 0.0129, -0.0394
O, -0.0068, 0.0204, -0.0502
O, -0.0115, 0.0195, -0.0377
O, 0.0001, -0.0001, -0.0178
O, -0.002, -0.0038, -0.0273
O, -0.0071, 0.0041, -0.0197
O, -0.011, 0.0156, -0.0253
O, 0.0117, 0.0013, -0.0349
O, -0.0067, 0.014, -0.0399
O, -0.0026, 0.0026, -0.0045
O, 0.0149, -0.0046, -0.0297
O, -0.0116, -0.0163, -0.0375
O, -0.0009, -0.0007, -0.0262
O, -0.0179, 0.0079, -0.0386
O, -0.0007, -0.0019, -0.0265
O, 0.0138, -0.0075, -0.0451
O, 0.0136, 0.0066, -0.0282
O, -0.005, -0.0009, -0.0216
O, 0.0018, -0.0073, -0.0342
O, -0.0002, -0.003, -0.0444
O, 0.0052, 0.0153, -0.0388
O, 0.0035, 0.0049, -0.0312
O, 0.0035, -0.0017, -0.0101
O, 0.0108, -0.0093, -0.0262
O, 0.0069, -0.0136, -0.0291
O, -0.0067, 0.0077, -0.0412
O, 0.0036, -0.0056, -0.0173
O, -0.0073, 0.0099, -0.0317
O, 0.0077, 0.0095, -0.0189
O, -0.003, 0.0037, -0.0431
H, 0.2355, -0.2474, -0.3125
H, -0.3019, 0.3196, -0.2898
H, -0.4189, 0.2245, -0.2838
H, 0.1797, -0.3151, -0.3039
H, 0.2429, -0.4068, -0.242
H, -0.2114, 0.3153, -0.2252
H, 0.3336, -0.275, -0.2509
H, -0.285, 0.2928, -0.2083
H, 0.3696, -0.2699, -0.2494
H, -0.3552, 0.1947, -0.2196
H, -0.2096, 0.2943, -0.2285
H, 0.35, -0.3421, -0.225
H, -0.3197, 0.3616, -0.2992
H, 0.2853, -0.2466, -0.3177
H, -0.2606, 0.3954, -0.2736
H, 0.3202, -0.1861, -0.321
H, -0.4347, 0.272, 0.2099
H, 0.2869, -0.1722, 0.2387
H, 0.42, -0.2878, 0.2496
H, -0.2029, 0.2144, 0.3326
H, -0.1907, 0.256, 0.3349
H, 0.318, -0.4276, 0.2468
H, -0.366, 0.3364, 0.2059
H, 0.203, -0.29, 0.2469
H, 0.3844, -0.3062, 0.2739
H, -0.2326, 0.2202, 0.3252
H, 0.2156, -0.2669, 0.2431
H, -0.3761, 0.3621, 0.2327
H, 0.2109, -0.2361, 0.2426
H, -0.3351, 0.4781, 0.2032
H, 0.3673, -0.4398, 0.2599
H, -0.2255, 0.1859, 0.3291

The program warned: the cutoff lies below the one the program advises for these potential files; the forces do not sum to zero within the program's tolerance; empty levels may hold ghost states of the PAW files; the exchange-correlation potential is rough where the density is thin.
